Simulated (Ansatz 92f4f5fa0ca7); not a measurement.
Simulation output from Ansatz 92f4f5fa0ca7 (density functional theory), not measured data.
Periodic cell of 223 atoms, Si131O90As2, from a study of silicon, its oxide and their interface. The atomic structure is a simulated model.
Doubt: the cutoff is far below the 930 eV that the study's wrapper takes by default for these files, so forces and energies are approximate.
This geometry differs little from another in the collection (a relaxation step or a small displacement).

Settings
functional: PBE
potential files: Ansatz PAW
basis: plane waves
wave-function cutoff: 580 eV
density cutoff ratio: 5
exchange-correlation grid ratio: 1
k mesh: 1 x 1 x 1, Gamma-centred
self-consistency stop: 5e-08 eV per atom in the density residual
occupations: fixed
spin: none
net charge: 0

Cell vectors (angstrom)
a, 10.938, 0, 0
b, 0, 10.938, 0
c, 0, 0, 32.1988

Atoms and the computed forces on them: element, x, y, z (angstrom), force x, y, z (eV/angstrom)
Si, 10.576, 0.2095, 24.8799, -0.0031, -0.0008, -0.0009
Si, 5.7272, 10.6627, 24.7599, -0.0008, -0.0012, 0.0004
Si, 2.464, 2.9031, 24.6613, -0.0014, -0.0023, -0.0021
Si, 8.4136, 2.4468, 24.8388, -0.0008, -0.0024, 0.0027
Si, 0.2619, 5.1538, 24.771, -0.0021, -0.0012, 0.0004
Si, 5.1371, 5.7317, 24.7135, -0.0004, -0.0025, -0.0043
Si, 2.9237, 7.9909, 24.6162, -0.0017, -0.0003, -0.0028
Si, 7.9286, 8.4205, 24.7426, -0.0012, -0.0006, -0.0006
Si, 1.3178, 1.3686, 26.051, -0.0006, 0.0022, 0.0026
Si, 6.8341, 1.2981, 26.1303, 0.0032, -0.0028, 0.0019
Si, 4.0294, 4.0926, 26.0073, 0.0001, -0.001, 0.001
Si, 9.5928, 4.049, 26.0938, 0.0022, -0.0026, 0.0011
Si, 1.3852, 6.8162, 26.0114, 0.0001, -0.0007, 0
Si, 6.7586, 6.8387, 26.0365, -0.0002, 0.0005, 0.0013
Si, 4.0907, 9.5225, 26.0113, 0.0003, -0.0012, 0.0007
Si, 9.4547, 9.5556, 26.1563, -0.0025, 0.001, 0.0031
Si, 2.7233, -0.0149, 27.3587, 0, -0.0004, -0.0022
Si, 8.1541, -0.0266, 27.5588, -0.0012, 0, -0.0005
Si, -0.0002, 2.7112, 27.4936, -0.0017, -0.0014, -0.0012
Si, 5.4355, 2.7379, 27.375, 0.0013, -0.001, -0.0017
Si, 2.7168, 5.4604, 27.4383, -0.0007, 0, 0.0007
Si, 8.1801, 5.4654, 27.3671, 0.0008, -0.001, -0.0019
Si, -0.011, 8.1772, 27.382, 0, 0, -0.0012
Si, 5.4321, 8.1904, 27.4547, 0.0001, 0.0002, -0.001
Si, 4.0782, 1.3621, 28.752, 0.0011, -0.0001, 0.003
Si, 9.5671, 1.3512, 28.8452, -0.0013, -0.0012, -0.0045
Si, 1.3548, 4.1069, 28.816, 0.0005, -0.0022, -0.0019
Si, 6.8236, 4.0953, 28.7514, 0.0001, -0.0012, 0.0039
Si, 4.0862, 6.8149, 28.808, -0.0005, -0.0012, 0.0007
Si, 9.554, 6.8222, 28.7581, 0.0003, 0.001, 0.0019
Si, 1.3636, 9.5564, 28.7479, -0.0005, -0.0012, 0.0037
Si, 6.7804, 9.5443, 28.8529, 0.0055, 0.0011, -0.0055
Si, 0.0154, -0.0194, 30.1561, 0.0012, 0.0005, -0.0003
Si, 5.4408, 0.0152, 30.1618, -0.0022, 0.001, 0.0009
Si, 2.7334, 2.7338, 30.1483, -0.0002, -0.0002, 0.0007
Si, 8.192, 2.7434, 30.1526, 0.0005, 0.0003, -0.0003
Si, -0.0142, 5.4767, 30.1532, -0.0007, 0.0009, 0.0014
Si, 5.4746, 5.4598, 30.1493, 0.0015, 0.0002, 0.0005
Si, 2.7252, 8.2049, 30.1459, 0.0001, 0.0021, 0.0005
Si, 8.2024, 8.1915, 30.1544, -0.0007, -0.0003, 0.0006
Si, 1.3673, 1.3673, 31.515, 0.0625, -0.0461, 0.0369
Si, 6.8362, 1.3673, 31.515, -0.0564, 0.0869, -0.0023
Si, 4.1018, 4.1018, 31.515, 0.0529, -0.0842, 0.0229
Si, 9.5708, 4.1018, 31.515, -0.077, 0.0603, 0.0225
Si, 1.3673, 6.8362, 31.515, -0.0901, 0.0626, -0.0354
Si, 6.8362, 6.8362, 31.515, 0.0852, -0.07, 0.0578
Si, 4.1018, 9.5708, 31.515, -0.1481, 0.0449, 0.0281
Si, 9.5708, 9.5708, 31.515, 0.0601, -0.073, 0.0424
Si, 2.7345, 0, 0.6835, 0.1516, -0.0008, -0.0299
Si, 8.2035, 0, 0.6835, -0.0586, 0.1128, -0.0628
Si, 0, 2.7345, 0.6835, -0.025, 0.048, 0.0144
Si, 5.469, 2.7345, 0.6835, 0.0766, -0.038, -0.004
Si, 2.7345, 5.469, 0.6835, -0.0368, 0.1714, -0.0453
Si, 8.2035, 5.469, 0.6835, 0.0773, 0.0193, -0.045
Si, 0, 8.2035, 0.6835, 0.1026, -0.1267, -0.0487
Si, 5.469, 8.2035, 0.6835, -0.0423, 0.0237, 0.0472
Si, 4.1181, 1.3658, 2.052, 0.001, -0.0009, -0.0019
Si, 9.5611, 1.3796, 2.0484, -0.0003, 0.0012, -0.001
Si, 1.3663, 4.1223, 2.0449, -0.0023, 0, -0.0015
Si, 6.8308, 4.1215, 2.0408, 0.0056, 0.0004, -0.0004
Si, 4.104, 6.8375, 2.0635, 0.0017, -0.0004, -0.0014
Si, 9.5825, 6.8345, 2.0457, 0.0006, 0.0011, 0.0028
Si, 1.4078, 9.5412, 2.0319, 0.0027, 0.0038, -0.0002
Si, 6.8252, 9.5947, 2.0462, -0.007, -0.0018, 0.0011
Si, 0.0463, -0.006, 3.3241, 0.0069, -0.0008, -0.0072
Si, 5.4934, 0.0304, 3.4623, -0.0028, 0.0016, -0.003
Si, 2.7905, 2.7962, 3.3729, -0.003, -0.0045, 0.0056
Si, 8.216, 2.7986, 3.4148, -0.0005, 0.0058, -0.006
Si, 0.036, 5.5082, 3.4393, -0.0056, -0.0001, -0.0009
Si, 5.4873, 5.4853, 3.4226, 0.0005, 0.0016, 0.0032
Si, 2.7938, 8.2349, 3.4632, -0.0068, 0.0001, -0.0009
Si, 8.2073, 8.2233, 3.3643, 0.0048, -0.002, -0.0006
Si, 1.4147, 1.3839, 4.6254, 0.0058, 0.0001, -0.0049
Si, 6.8531, 1.4628, 4.793, 0.0012, -0.0078, 0.0046
Si, 4.163, 4.0994, 4.8207, 0.002, 0.0008, 0.0005
Si, 9.5721, 4.164, 4.7982, -0.0023, 0.0053, -0.0011
Si, 1.435, 6.8512, 4.8222, 0, 0.0045, 0.0032
Si, 6.833, 6.9015, 4.7489, 0.0037, -0.0026, 0.0048
Si, 4.1654, 9.5967, 4.881, 0.0028, -0.002, 0.0004
Si, 9.645, 9.5561, 4.6603, -0.011, 0.0013, 0.0085
Si, 2.7417, 0.11, 6.0971, -0.0008, -0.0007, 0.0021
As, 8.2347, -0.0288, 6.0308, 0.0026, -0.0033, 0.0126
Si, 0.0431, 2.6968, 5.9896, -0.0066, 0, 0.0032
Si, 5.4754, 2.7284, 6.3145, 0.0003, -0.0047, -0.0029
Si, 2.8186, 5.4922, 6.1985, 0.0021, 0.0036, -0.0027
Si, 8.1579, 5.544, 6.1349, -0.0092, -0.0027, 0.0039
Si, 0.0028, 8.1936, 6.1355, -0.0068, -0.0041, 0.0031
Si, 5.5581, 8.2195, 6.2477, 0.0039, 0.011, 0.0112
Si, 3.8058, 1.5887, 7.6415, -0.0007, -0.0007, 0.0015
Si, 9.8263, 1.1711, 7.3402, -0.0028, -0.0027, 0.0163
Si, 1.6027, 3.8135, 7.3068, -0.0009, 0.0029, 0.0056
Si, 6.6252, 4.4241, 7.5301, -0.0075, 0.008, -0.0108
Si, 4.4044, 6.6638, 7.5615, -0.0015, -0.0048, 0.0076
Si, 9.3014, 7.1131, 7.4687, 0.0093, -0.0065, -0.0183
Si, 1.1079, 9.91, 7.2974, 0.0043, -0.0063, 0.0025
As, 6.9288, 9.4491, 8.0198, -0.0114, 0.0172, -0.0438
O, 8.4611, 8.471, 7.8128, 0.0026, 0.0048, 0.0064
O, 2.6945, 2.771, 7.9995, -0.0003, -0.0091, 0.0018
O, 9.5161, 1.3391, 24.2809, -0.0004, 0.0001, -0.0023
O, 4.0427, 6.8518, 24.144, -0.0009, 0.0002, 0.0031
O, -0.0406, 0.0333, 7.8717, 0.003, -0.0018, -0.0076
O, 5.4896, 5.5115, 8.0713, 0.0071, 0.0027, 0.0052
O, 6.8408, 9.5576, 24.2125, -0.0011, -0.0005, -0.0013
O, 1.3586, 4.0491, 24.1852, -0.0001, 0.0003, 0.0005
O, 3.8257, 7.4525, 8.9125, 0.0048, 0.0001, -0.0062
O, 0.6269, 4.3914, 8.4894, 0.0001, -0.0036, -0.0001
O, 9.7534, 6.3252, 8.8672, -0.0045, 0.002, 0.0031
O, 1.966, 9.3818, 8.5917, -0.0084, 0.0096, -0.0022
O, 7.4341, 3.8829, 8.8674, 0.0009, 0.0035, -0.0013
O, 4.2347, 0.8957, 9.0947, -0.0042, 0.0027, -0.0058
O, 6.6633, 8.6242, 9.645, 0.0094, -0.0597, -0.0308
O, 9.0771, 1.795, 8.6591, 0.0092, -0.0077, -0.0148
O, 7.6819, 3.1177, 23.5354, -0.0004, -0.0007, -0.0013
O, 10.4785, 5.8212, 23.4625, -0.0004, -0.0009, -0.0011
O, 5.0712, 0.4138, 23.4264, -0.0002, -0.0005, -0.0002
O, 5.8293, 5.0549, 23.3867, -0.0012, 0.0007, 0.0014
O, 3.0817, 2.1858, 23.3003, -0.0004, -0.0001, 0.0005
O, 2.2837, 8.6942, 23.2473, 0.0006, -0.0016, -0.0003
O, 8.6012, 7.7335, 23.403, -0.0003, -0.0006, 0.001
O, 0.2173, 10.3069, 23.6131, 0.0004, -0.0012, 0.0008
Si, 4.3605, 1.5404, 22.4939, 0, -0.0007, 0.0006
Si, 3.4078, 7.8412, 14.2037, -0.0028, -0.0003, 0.0018
Si, 7.0871, 0.9122, 14.7014, -0.0006, -0.0009, 0.0007
Si, 0.9288, 9.3241, 22.549, 0.0003, 0, 0.0018
Si, 1.1215, 4.2124, 11.8707, -0.0013, -0.0025, -0.0018
Si, 6.227, 8.9122, 15.3806, -0.0023, -0.0012, 0.0022
Si, 0.6451, 1.2713, 12.3707, -0.001, -0.0007, -0.0014
Si, 8.598, 4.9098, 20.5521, -0.0021, -0.0016, 0.0022
Si, 0.244, 5.7075, 9.3541, 0.0048, -0.0031, 0
Si, 5.0662, 3.0603, 17.983, -0.0016, -0.0019, 0.001
Si, 0.8559, 3.6798, 16.7955, -0.0006, -0.002, 0.001
Si, 10.3531, 2.7906, 19.273, -0.0009, -0.0015, 0.0014
Si, 5.2492, 1.0824, 10.3931, -0.0036, 0.0123, 0.0015
Si, 0.856, 0.135, 19.8839, -0.0011, -0.0022, 0.0015
Si, 6.5543, 9.2223, 11.1454, -0.0026, 0.0421, 0.039
Si, 9.2806, 9.6243, 18.4158, -0.0011, -0.0012, 0.0007
Si, 9.3347, 9.1095, 12.6845, 0.0008, -0.0003, 0.0027
Si, 6.5373, 3.8109, 22.6135, 0.0004, -0.0009, 0.0015
Si, 2.3849, 8.0481, 9.4084, -0.0003, -0.0045, -0.0043
Si, 10.5501, 7.2991, 17.2317, -0.0013, -0.0013, 0.0012
Si, 2.4394, 6.2655, 16.7647, -0.001, -0.0015, 0.0005
Si, 10.1613, 4.4142, 14.2137, -0.001, -0.0024, 0.0001
Si, 6.1044, 9.1346, 18.5831, -0.0009, -0.0013, 0.0018
Si, 7.9185, 2.4963, 9.5712, 0.0012, -0.0015, 0.0065
Si, 8.8541, 2.0605, 12.476, -0.0025, -0.0009, -0.0026
Si, 5.3242, 6.1839, 18.1429, -0.0016, -0.0016, 0.0009
Si, 3.883, 0.5042, 19.5118, -0.0014, -0.0017, 0.0018
Si, 4.1974, 3.7128, 12.1175, -0.0032, -0.0022, -0.0004
Si, 5.4419, 6.4197, 12.4794, -0.0032, -0.0058, 0.0057
Si, 7.9827, 2.4366, 17.2474, -0.0013, -0.002, 0.0004
Si, 4.2961, 2.3889, 15.0383, -0.0024, 0, 0.0011
Si, 1.5213, 1.1291, 15.3315, -0.0021, -0.0014, 0.0006
Si, 1.5218, 9.3057, 12.1176, -0.0002, -0.0019, -0.0009
Si, 8.0069, 6.7347, 13.9796, 0.0006, -0.0025, 0.0025
Si, 10.3458, 9.7455, 15.5955, -0.0011, -0.0015, 0.0012
Si, 9.7898, 6.9874, 22.5673, 0.0001, -0.001, 0.0013
Si, 8.0763, 5.4177, 17.457, -0.001, -0.0019, 0.0015
O, 5.8744, 7.9133, 11.905, -0.0084, -0.0178, 0.0104
O, 6.0096, 9.1564, 16.9644, -0.0011, -0.0017, 0
O, 7.6313, 1.3157, 13.222, 0, -0.001, -0.0003
O, 0.9051, 1.6783, 13.9291, -0.0015, -0.0005, 0.0002
O, 9.4183, 6.1721, 16.965, -0.0009, -0.002, -0.0009
O, 6.7053, 5.9563, 13.4013, -0.0028, -0.0006, -0.0026
O, 5.1278, 4.5895, 18.6629, -0.0007, -0.0012, -0.0005
O, 9.1807, 2.0916, 18.3254, -0.0014, -0.0015, -0.0006
O, 2.3293, 0.0559, 19.1055, -0.0008, -0.0016, -0.0002
O, 9.3548, 10.1554, 16.8507, -0.0015, -0.0015, -0.0011
O, 2.7318, 4.3052, 11.68, -0.0025, -0.0019, 0.0008
O, 5.0146, 10.26, 19.1609, -0.0007, -0.0016, -0.0002
O, 9.3826, 3.1965, 13.4884, -0.0011, -0.0022, 0.0009
O, 0.419, 1.7194, 20.0011, -0.0013, -0.001, -0.0006
O, 3.1445, 1.2135, 15.1577, -0.0001, -0.0025, -0.0003
O, 8.1164, 5.3136, 19.0683, -0.0007, -0.0013, -0.0019
O, 3.8529, 6.5382, 17.5295, -0.001, -0.0014, -0.0001
O, 4.4905, 3.2194, 16.4451, -0.0006, -0.002, 0.0001
O, 9.0797, 5.6039, 14.4243, -0.0016, -0.0012, -0.0006
O, 5.4213, 2.7264, 22.1499, -0.0007, -0.0009, -0.0007
O, 10.6687, 4.0264, 15.6949, -0.002, -0.0005, -0.0002
O, 0.2796, 3.808, 18.3167, -0.0014, -0.0014, -0.0009
O, 10.396, 10.4606, 19.2731, -0.0012, -0.0022, -0.0005
O, 9.5966, 9.8757, 14.1418, -0.0017, -0.0017, -0.0009
O, 10.891, 8.0943, 22.1108, -0.0011, -0.0018, -0.0003
O, 1.2108, 2.1043, 16.595, -0.0015, -0.0014, 0.0004
O, 9.6933, 3.6977, 20.4639, -0.0015, -0.001, -0.0009
O, 8.1045, 3.9698, 16.7232, -0.0008, -0.0018, 0
O, -0.0931, 8.9824, 12.0145, -0.003, -0.0012, -0.0014
O, 6.5423, 2.3377, 18.0093, -0.0006, -0.0021, 0.0001
O, 5.5512, 10.5827, 11.1685, 0.0018, -0.0095, -0.0003
O, 7.697, 9.5725, 18.9415, -0.0013, -0.0022, -0.0003
O, 9.9972, 0.9103, 12.1712, -0.0031, -0.0028, -0.0001
O, 1.3313, 6.87, 9.0832, -0.0018, -0.0004, 0.0006
O, 0.5858, 4.7017, 13.34, -0.0018, -0.0003, 0.0003
O, 5.7012, 7.5653, 19.05, -0.001, -0.0018, -0.0005
O, 5.1801, 4.9765, 11.6939, 0.0006, 0.0022, -0.0003
O, 2.5635, 7.065, 15.3585, -0.0014, -0.0027, 0.0003
O, 0.839, 2.6351, 11.5046, -0.0011, -0.0003, -0.0002
O, 0.8063, 10.6236, 15.6299, -0.0016, -0.0021, 0
O, 2.3517, 8.4962, 10.9666, -0.0022, 0.0015, 0.0058
O, 4.6702, 2.3132, 11.3452, -0.0016, -0.0007, 0.0016
O, 4.0932, 3.3805, 13.7387, -0.0013, -0.0003, -0.0012
O, 2.1439, 4.6637, 16.5813, -0.0015, -0.0013, -0.0001
O, 10.7138, 8.178, 15.8578, -0.0006, -0.0015, -0.0004
O, 6.85, 10.2509, 14.7143, -0.0008, -0.0009, -0.0002
O, 2.3171, 8.8491, 13.484, -0.001, -0.0011, -0.0003
O, 8.0313, 1.4588, 15.9329, -0.0014, -0.0014, 0.0004
O, 3.9987, 6.6929, 13.204, 0.001, -0.0021, -0.0035
O, 4.1509, 1.9578, 18.7828, -0.0006, -0.001, -0.0006
O, 7.2571, 4.3969, 21.298, -0.0001, -0.0001, -0.0016
O, 8.4503, 2.793, 11.0775, -0.0011, -0.0031, 0.0029
O, 1.1231, 6.7969, 17.5997, -0.0011, -0.0016, -0.0006
O, 5.648, 1.5814, 14.8189, 0, -0.0046, 0.0004
O, 8.0467, 9.6693, 11.783, -0.0001, 0.0007, 0.0022
O, 9.19, 6.2504, 21.2551, -0.0003, -0.0015, -0.0003
O, 8.8744, 7.569, 12.9015, -0.0013, -0.0015, -0.0012
O, 1.6045, 0.0128, 11.9515, -0.0016, -0.0024, 0.0003
O, 6.6127, 6.0922, 17.112, -0.0013, -0.0018, -0.0003
O, 7.3757, 7.7658, 15.1006, -0.0012, -0.0015, -0.001
O, 1.2059, 10.2644, 21.2589, -0.0004, -0.0006, -0.0007
O, 9.9232, 8.126, 18.4809, -0.0007, -0.0024, -0.0007
O, 3.9038, 0.802, 21.1238, -0.0006, -0.0012, -0.0008
O, 0.2826, 5.22, 10.8948, 0.0001, -0.0023, 0.0019
O, 6.6641, 1.481, 9.6875, -0.0007, -0.0048, -0.0023
O, 4.7269, 8.6303, 14.7784, -0.0007, -0.0016, -0.0006

Results
free energy: -144174.716 eV
free energy less fixed offsets of As -4856.12, O -568.88, Si -635.61 eV per atom: 1.634 eV

The program warned: the cutoff lies below the one the program advises for these potential files; the forces do not sum to zero within the program's tolerance; the exchange-correlation potential is rough where the density is thin.
